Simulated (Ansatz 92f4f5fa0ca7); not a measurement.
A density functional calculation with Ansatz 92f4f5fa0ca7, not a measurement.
Periodic cell of 363 atoms, Si241O122, from a study of silicon, its oxide and their interface. The atomic structure is a simulated model.
Doubt: the cutoff is far below the 930 eV that the study's wrapper takes by default for these files, so forces and energies are approximate.

Settings
functional: PBE
potential files: Ansatz PAW
basis: plane waves
wave-function cutoff: 580 eV
density cutoff ratio: 5
exchange-correlation grid ratio: 1
k mesh: 1 x 1 x 1, Gamma-centred
self-consistency stop: 5e-08 eV per atom in the density residual
occupations: fixed
spin: none
net charge: 0

Cell vectors (angstrom)
a, 11.6015, 0, 0
b, 0, 13.3963, 0
c, 0, 0, 41.4196

Atoms and the computed forces on them: element, x, y, z (angstrom), force x, y, z (eV/angstrom)
Si, 0, 2.2327, 1.1851, -0.0138, -0.0038, 0.0454
Si, 3.8672, 2.2327, 1.1851, 0.0122, -0.0058, -0.0321
Si, 7.7343, 2.2327, 1.1851, -0.0481, 0.0065, -0.0055
Si, 1.9336, 5.5818, 1.1851, 0.0403, -0.0294, -0.021
Si, 5.8008, 5.5818, 1.1851, 0.0351, -0.0695, 0.0051
Si, 9.6679, 5.5818, 1.1851, -0.025, -0.0558, -0.0214
Si, 0, 8.9308, 1.1851, -0.0218, -0.0132, -0.05
Si, 3.8672, 8.9308, 1.1851, 0.0158, -0.0142, 0.0121
Si, 7.7343, 8.9308, 1.1851, 0.0377, -0.0282, -0.0194
Si, 1.9336, 12.2799, 1.1851, 0.0028, 0.0541, 0.0879
Si, 5.8008, 12.2799, 1.1851, -0.0141, 0.0499, 0.005
Si, 9.6679, 12.2799, 1.1851, 0.0245, 0.0302, 0.069
Si, 1.9336, 1.1164, 1.9745, 0.1206, 0.0214, -0.0038
Si, 5.8008, 1.1164, 1.9745, 0.0087, -0.0622, 0.0015
Si, 9.6679, 1.1164, 1.9745, -0.1016, 0.0659, -0.0322
Si, 0, 4.4654, 1.9745, -0.1296, 0.0708, -0.0217
Si, 3.8672, 4.4654, 1.9745, -0.0961, 0.0656, 0.0159
Si, 7.7343, 4.4654, 1.9745, 0.0187, 0.0817, 0.0125
Si, 1.9336, 7.8145, 1.9745, -0.0461, 0.0046, -0.011
Si, 5.8008, 7.8145, 1.9745, 0.017, 0.1117, -0.0104
Si, 9.6679, 7.8145, 1.9745, 0.0088, 0.1186, 0.0026
Si, 0, 11.1635, 1.9745, -0.0706, -0.1562, -0.0305
Si, 3.8672, 11.1635, 1.9745, 0.1174, -0.0486, -0.0146
Si, 7.7343, 11.1635, 1.9745, -0.0222, -0.0984, -0.0524
Si, 1.9336, 1.1164, 4.3426, 0.2544, 0.1075, -0.1228
Si, 5.8008, 1.1164, 4.3426, 0.0383, -0.2033, -0.2505
Si, 9.6679, 1.1164, 4.3426, -0.3193, 0.1549, -0.1232
Si, 0, 4.4654, 4.3426, -0.2076, 0.138, 0.0549
Si, 3.8672, 4.4654, 4.3426, -0.1639, 0.1278, -0.3798
Si, 7.7343, 4.4654, 4.3426, 0.1422, 0.075, -0.4668
Si, 1.9336, 7.8145, 4.3426, -0.0844, 0.0571, -0.0822
Si, 5.8008, 7.8145, 4.3426, 0.0178, 0.3342, 0.1789
Si, 9.6679, 7.8145, 4.3426, 0.0168, 0.2759, 0.0028
Si, 0, 11.1635, 4.3426, -0.1726, -0.3431, 0.1375
Si, 3.8672, 11.1635, 4.3426, 0.281, -0.0857, 0.4341
Si, 7.7343, 11.1635, 4.3426, -0.0564, -0.1844, 0.6402
Si, 0, 0, 37.0791, 0.3782, 0.1403, -0.2527
Si, 3.8672, 0, 37.0791, 0.0421, 0.1892, -0.1555
Si, 7.7343, 0, 37.0791, 0.0262, -0.0645, -0.3207
Si, 1.9336, 3.3491, 37.0791, 0.026, -0.1007, -0.1314
Si, 5.8008, 3.3491, 37.0791, -0.6365, 0.3006, -0.8014
Si, 9.6679, 3.3491, 37.0791, -0.0593, -0.0573, -0.1928
Si, 0, 6.6981, 37.0791, 0.1967, -0.3337, 0.1082
Si, 3.8672, 6.6981, 37.0791, 0.0662, -0.2573, 0.4072
Si, 7.7343, 6.6981, 37.0791, -0.1712, -0.1472, 0.0892
Si, 1.9336, 10.0472, 37.0791, -0.0485, 0.0554, 0.4935
Si, 5.8008, 10.0472, 37.0791, 0.2253, -0.2819, 0.1197
Si, 9.6679, 10.0472, 37.0791, 0.1396, -0.0757, -0.0184
Si, 0, 0, 39.4472, 0.1246, 0.0686, 0.0332
Si, 3.8672, 0, 39.4472, 0.0166, 0.0889, 0.0253
Si, 7.7343, 0, 39.4472, -0.0323, -0.0117, 0.022
Si, 1.9336, 3.3491, 39.4472, 0.0526, -0.0579, -0.0263
Si, 5.8008, 3.3491, 39.4472, -0.23, 0.1008, 0.0248
Si, 9.6679, 3.3491, 39.4472, -0.001, -0.0496, 0.0135
Si, 0, 6.6981, 39.4472, 0.0146, -0.119, -0.0223
Si, 3.8672, 6.6981, 39.4472, 0.0962, -0.1378, -0.0245
Si, 7.7343, 6.6981, 39.4472, -0.067, -0.0226, 0.0106
Si, 1.9336, 10.0472, 39.4472, -0.0033, -0.0277, -0.0117
Si, 5.8008, 10.0472, 39.4472, 0.1483, -0.0502, 0.0055
Si, 9.6679, 10.0472, 39.4472, 0.0116, -0.026, 0.0148
Si, 0, 2.2327, 40.2366, 0.0235, -0.0021, 0.0016
Si, 3.8672, 2.2327, 40.2366, -0.0041, 0.0041, 0.0452
Si, 7.7343, 2.2327, 40.2366, 0.0588, -0.0164, -0.1033
Si, 1.9336, 5.5818, 40.2366, -0.0309, 0.0301, 0.0132
Si, 5.8008, 5.5818, 40.2366, -0.0312, 0.077, 0.0618
Si, 9.6679, 5.5818, 40.2366, 0.0141, 0.0697, -0.0238
Si, 0, 8.9308, 40.2366, 0.0218, 0.0191, 0.0062
Si, 3.8672, 8.9308, 40.2366, -0.0171, 0.0038, -0.0151
Si, 7.7343, 8.9308, 40.2366, -0.0285, 0.0248, 0.0302
Si, 1.9336, 12.2799, 40.2366, -0.0085, -0.0524, -0.012
Si, 5.8008, 12.2799, 40.2366, 0.0016, -0.0427, -0.0229
Si, 9.6679, 12.2799, 40.2366, -0.0187, -0.0229, -0.0719
Si, -4.4277, -6.6271, 31.1479, -0.0708, -0.0945, -0.1215
Si, 6.9864, -5.7464, 27.3345, -0.1224, -0.3244, -0.0125
Si, 7.0953, -1.3346, 24.8634, 0.033, 0.0248, 0.0464
Si, -2.4762, 5.5202, 30.8756, -0.2565, -0.2274, -0.1842
Si, 10.9841, 4.0857, 26.4029, 0.0796, -0.0769, -0.2397
Si, 10.032, 8.2663, 27.3914, -0.1193, 0.0938, 0.3836
Si, 0.2727, 8.8552, 31.0975, 0.0901, 0.1024, 0.0875
Si, 5.9109, 4.617, 27.6783, -0.1907, 0.1799, 0.0378
Si, 3.8427, 8.1463, 29.215, -0.1483, -0.2522, 0.1942
Si, 3.7961, 4.9805, 29.8472, 0.1501, 0.0438, 0.3558
Si, 6.9798, 10.4715, 30.007, -0.136, 0.0475, 0.0555
Si, 9.1249, 10.9322, 28.9946, -0.1725, -0.0707, 0.5039
Si, -1.2822, -2.6449, 31.0204, -0.1629, -0.1516, 0.3164
Si, 3.1758, -3.7676, 18.6016, -0.0387, 0.0038, -0.1918
Si, 8.337, 2.4005, 30.7943, -0.4118, -0.3455, 0.65
Si, 5.5993, 0.8377, 30.0715, 0.1113, -0.3073, 0.2737
Si, 2.0185, 11.4597, 26.7623, 0.1288, 0.3323, 0.3633
Si, 13.4538, 7.9062, 23.6918, -0.1414, -0.2318, -0.0894
Si, -5.3762, 8.3116, 29.4614, 0.0558, -0.1985, 0.3832
Si, 0.9356, 4.2795, 29.1903, -0.0456, 0.0063, -0.2071
Si, 2.6867, 9.3557, 30.8996, -0.0195, 0.0889, 0.1023
Si, 1.3048, 16.2021, 24.874, -0.1321, 0.1605, 0.0989
Si, 3.0236, 11.7221, 30.9609, -0.2154, 0.015, -0.0686
Si, 11.0227, 6.7957, 29.9938, 0.1003, 0.1575, -0.0002
Si, 0.1463, 2.0211, 33.0052, 0.0069, 0.2733, -0.0082
Si, 4.1082, 2.0967, 32.6021, 0.0993, -0.0392, -0.2279
Si, 7.9107, 2.1757, 33.1492, -0.0664, 0.0708, -0.331
Si, 3.9657, 4.446, 32.2126, 0.129, 0.3133, 0.0037
Si, 5.9839, 5.5637, 32.8294, -0.0434, -0.0205, -0.162
Si, 9.843, 5.4043, 33.1466, 0.1845, -0.0254, 0.1923
Si, 0.1624, 8.6923, 33.4014, -0.1057, -0.0167, -0.0598
Si, 3.7942, 8.897, 33.08, 0.1146, -0.1231, -0.0097
Si, 8.2164, 10.0872, 31.9591, 0.2808, -0.0793, 0.0054
Si, 2.1727, 12.1472, 33.1652, 0.0475, 0.0053, -0.1183
Si, 5.8669, 12.2624, 33.2342, -0.1535, 0.0565, 0.1227
Si, 9.9313, 12.1615, 33.0424, 0.1464, -0.0063, 0.1833
Si, 2.1636, 1.0561, 33.7157, -0.0426, -0.0332, 0.1368
Si, 5.8745, 1.1489, 33.8672, 0.1053, 0.0944, 0.0421
Si, 9.828, 1.0217, 33.8949, 0.3512, -0.0881, 0.0196
Si, 0.2342, 4.2638, 33.8893, 0.0834, -0.2132, -0.0646
Si, 2.4695, 5.2135, 33.8982, 0.1684, -0.085, -0.0049
Si, 7.8272, 4.399, 33.9363, -0.0333, 0.0008, 0.1246
Si, 2.1255, 7.5888, 34.0953, -0.085, 0.0506, 0.0321
Si, 5.7176, 7.6632, 33.9071, -0.1734, 0.1383, 0.0311
Si, 9.8028, 7.5677, 34.0395, -0.021, 0.0246, -0.0824
Si, 0.1862, 11.0224, 33.9865, 0.0486, 0.0694, -0.0871
Si, 4.0066, 11.0515, 34.0802, 0.0598, 0.1232, 0.0095
Si, 7.8997, 11.3417, 33.9087, -0.0106, 0.2697, -0.2173
Si, 1.9711, 1.1216, 36.1817, 0.0085, 0.0265, 0.0144
Si, 5.8035, 1.1315, 36.2572, -0.0404, -0.0541, -0.0037
Si, 9.6812, 1.0964, 36.2761, 0.024, -0.1068, -0.0355
Si, 0.0056, 4.4308, 36.2618, -0.1589, -0.0802, 0.0729
Si, 3.7308, 4.5365, 36.0829, -0.0108, 0.054, 0.2366
Si, 7.7261, 4.4616, 36.2951, 0.04, 0.0257, -0.0086
Si, 1.9561, 7.8193, 36.3836, -0.0329, 0.026, 0.148
Si, 5.7903, 7.8021, 36.2891, -0.1681, 0.1286, -0.0808
Si, 9.6675, 7.7941, 36.3497, -0.0049, 0.0047, 0.0169
Si, 0.0159, 11.1647, 36.3203, 0.0403, 0.0662, 0.0457
Si, 3.8766, 11.148, 36.3851, 0.0276, -0.005, -0.0481
Si, 7.7508, 11.1429, 36.2687, -0.0497, -0.0494, 0.0027
Si, -0.0013, 0.003, 5.0108, -0.0403, 0.0379, 0.0676
Si, 3.8787, 0.002, 5.1529, 0.0551, 0.0312, -0.0082
Si, 7.7317, -0.0025, 5.1503, -0.0353, -0.0073, -0.0746
Si, 1.9218, 3.3626, 5.0916, -0.1199, 0.0359, 0.0048
Si, 5.7987, 3.3538, 5.0135, -0.0668, 0.0411, 0.1352
Si, 9.6408, 3.3547, 5.1444, -0.1214, 0.0101, 0.0142
Si, -0.0121, 6.7155, 5.1371, -0.0066, 0.0623, -0.0579
Si, 3.8681, 6.7043, 5.1017, 0.0179, 0.0243, 0.0031
Si, 7.7393, 6.7022, 5.0928, 0.0578, -0.0315, -0.0117
Si, 1.9393, 10.048, 5.1323, 0.0466, 0.0428, -0.0342
Si, 5.8102, 10.0449, 5.2782, 0.0316, -0.0364, -0.1134
Si, 9.6606, 10.0436, 5.2471, -0.0218, 0.0126, -0.039
Si, -0.0232, 0.0391, 7.3144, 0.0537, -0.0001, -0.0718
Si, 3.9471, 0.0573, 7.5329, -0.1248, -0.0097, 0.1295
Si, 7.6796, 0.0205, 7.5239, 0.1547, -0.0678, 0.0354
Si, 1.7803, 3.4441, 7.4286, -0.0197, -0.0505, -0.1664
Si, 5.7014, 3.3918, 7.3188, -0.0929, 0.0456, -0.2069
Si, 9.4722, 3.4034, 7.5192, -0.1053, -0.0301, 0.0698
Si, -0.0662, 6.8247, 7.5025, 0.1614, -0.0049, 0.0906
Si, 3.8412, 6.7741, 7.4459, 0.0817, -0.0658, 0.0458
Si, 7.7469, 6.7097, 7.4365, -0.093, -0.038, 0.0718
Si, 1.9756, 10.084, 7.4976, 0.0307, 0.0586, 0.0209
Si, 5.8473, 10.0138, 7.7964, 0.0274, 0.0465, -0.1009
Si, 9.6589, 10.0512, 7.7321, -0.0347, 0.0578, 0.0112
Si, -0.1649, 2.2828, 8.0824, 0.0036, -0.1373, 0.0511
Si, 3.7449, 2.3783, 8.1085, -0.1184, 0.0515, -0.1337
Si, 2.3568, 4.8001, 14.0516, -0.0146, 0.1871, -0.1797
Si, 0.0405, 7.0197, 11.5963, -0.0079, -0.0094, 0.3286
Si, 5.782, 5.5908, 8.1343, -0.0414, -0.0085, 0.0279
Si, 9.6623, 5.6328, 8.3367, 0.1012, -0.2898, 0.0203
Si, 0.086, 9.0469, 8.4466, 0.1158, 0.0644, -0.0093
Si, -2.0582, 3.474, 11.5792, 0.1352, 0.3628, -0.3786
Si, 7.7654, 8.7647, 8.5809, 0.084, -0.1169, 0.0077
Si, 1.9331, 12.3807, 8.1173, 0.0816, 0.0506, 0.1568
Si, 5.8497, 12.3054, 8.5206, -0.1074, 0.1027, 0.2744
Si, 9.6862, 12.3872, 8.2673, -0.0907, 0.064, -0.0257
Si, 1.863, 5.6913, 8.1786, 0.0826, 0.0614, 0.1106
Si, 3.4835, -1.3627, 12.6042, -0.195, -0.3484, 0.0511
Si, 6.0546, 5.6464, 10.4714, -0.1979, -0.0919, -0.3286
Si, -3.8097, 7.2995, 10.7063, 0.033, 0.1462, 0.046
Si, 3.0194, 8.3353, 10.6517, -0.0547, 0.0088, -0.009
Si, 7.1358, 0.5457, 13.3992, 0.093, 0.0036, -0.2206
Si, -5.102, 11.9456, 20.9163, -0.0235, -0.0488, -0.1123
Si, 1.2899, 12.8335, 10.3199, -0.37, -0.0788, -0.3062
Si, 7.4591, 15.6318, 8.3053, -0.0869, 0.0566, 0.0215
Si, 4.4386, 18.5921, 15.9707, -0.0274, 0.3021, 0.0041
Si, 3.8484, 8.9312, 8.4462, -0.1257, -0.0614, 0.055
Si, 7.5124, 7.9677, 12.9137, -0.007, -0.2009, -0.4834
Si, 2.0331, 6.2128, 10.4629, -0.1215, 0.1647, -0.2413
Si, 6.3004, -4.3904, 25.4494, -0.0094, 0.1403, 0.0666
Si, 8.5365, 0.1577, 22.6572, -0.1274, -0.3187, -0.2014
Si, -5.5279, 2.0464, 10.377, 0.0705, 0.0379, 0.1961
Si, 3.8334, 5.0112, 11.2648, 0.0969, -0.2748, 0.5218
Si, 10.8141, 0.469, 14.0408, -0.0998, 0.163, -0.0397
Si, -2.4965, 2.1054, 13.5745, 0.0093, -0.4581, 0.1321
Si, 5.7991, 13.168, 10.8759, 0.2589, 0.051, -0.2908
Si, 10.5061, 13.1761, 10.3299, 0.1584, -0.0181, -0.0264
Si, 0.2877, 7.1491, 14.0068, -0.1427, 0.0703, -0.2477
Si, 7.2359, 17.2119, 11.3436, -0.2849, -0.3642, 0.3947
Si, 4.5595, 14.6468, 17.4639, 0.067, -0.3542, -0.0322
O, 3.7722, -5.0469, 12.1751, -0.042, -0.017, -0.2375
O, 19.17, 13.0612, 21.4289, 0.098, 0.0924, 0.0671
O, -0.7299, -18.5093, 26.0036, 0.0836, 0.0356, -0.0492
O, 7.9764, 24.0779, 15.2046, -0.0824, 0.0071, 0.0148
O, 6.6759, 16.4022, 22.7472, 0.0411, -0.1516, -0.05
O, 16.6892, -1.2415, 21.7199, -0.0553, -0.0014, 0.058
O, 4.6745, 3.1195, 24.4534, 0.0896, -0.0105, -0.0661
O, -0.0459, 16.0558, 25.7928, 0.0948, 0.0156, -0.0536
O, 0.9439, 22.0192, 14.4291, -0.1038, 0.0404, 0.0327
O, 30.1116, 19.5475, 18.2178, 0.0103, -0.1805, 0.0551
O, 22.1002, 15.7413, 20.9335, 0.0481, -0.0184, -0.0129
O, 9.3841, 17.3315, 26.596, -0.1119, -0.0211, 0.1225
O, -6.5387, 13.8931, 28.5383, 0.0532, 0.2463, -0.0758
O, -5.1404, -7.3185, 27.2302, 0.1683, 0.2155, -0.0153
O, -3.2806, -20.7373, 23.2375, -0.072, 0.088, 0.0195
O, 3.9955, 1.7294, 26.5686, 0.0523, -0.1217, 0.0728
O, 20.2792, 17.3464, 30.33, 0.2314, 0.3267, -0.0385
O, -17.9143, -22.1888, 29.2072, -0.0728, -0.0713, -0.0397
O, 24.8028, 6.2876, 23.6936, 0.1074, 0.1872, 0.0132
O, -10.1002, -13.7465, 17.6963, -0.1039, 0.282, 0.1825
O, -3.3095, 25.7878, 23.7926, 0.0127, 0.0022, -0.0125
O, -7.9582, 26.2887, 13.9954, 0.0142, 0.1085, 0.1055
O, 27.861, 4.8527, 17.5367, 0.0553, -0.0764, 0.0159
O, 5.2614, 8.1595, 21.0506, -0.0075, -0.0015, 0.0876
Si, 3.8591, -8.8138, 20.6323, 0.0977, 0.0761, -0.0765
Si, 7.2865, 21.0768, 17.7902, 0.0034, 0.0238, -0.099
Si, 12.4128, 9.14, 10.7825, 0.0952, 0.1926, -0.1582
Si, -11.2141, 18.6158, 23.796, -0.087, -0.1904, 0.1589
Si, -6.8822, 22.6569, 13.1666, -0.2, -0.2016, -0.1812
Si, 11.5897, 25.2893, 25.4169, -0.512, 0.0096, -0.1957
Si, 3.7669, -10.6025, 10.3859, 0.2518, -0.0813, -0.0184
Si, 7.9944, 15.7636, 23.517, -0.0282, 0.6993, 0.3222
Si, 3.9415, -10.205, 25.8815, -0.1518, 0.0967, -0.0738
Si, 9.1242, 10.2346, 14.1396, 0.1873, -0.0469, -0.0288
Si, 0.2271, 9.5348, 15.5902, 0.0606, -0.1401, 0.0647
Si, -15.1475, 7.6807, 23.2547, 0.1184, -0.145, -0.0945
Si, 6.7493, 8.7896, 20.7249, 0.0537, -0.0375, -0.2038
Si, 10.1406, 12.8956, 17.0016, 0.119, -0.1454, -0.2345
Si, 11.169, 31.2063, 17.525, -0.3192, 0.3496, -0.2709
Si, -13.8982, 18.3289, 22.5701, 0.1178, 0.0402, 0.193
Si, 21.3022, 5.841, 10.7547, 0.2954, 0.1263, 0.0608
Si, -0.3921, 27.7074, 21.3074, -0.0433, -0.1158, 0.0692
Si, 11.3273, 1.6443, 30.658, 0.206, 0.099, 0.8012
Si, -0.5037, 28.8768, 10.3806, 0.1171, -0.1131, 0.1501
Si, 7.8087, 8.1298, 32.9749, -0.0965, -0.4569, -0.4224
Si, 12.8285, 11.1961, 11.9984, -0.0406, 0.3069, -0.0544
Si, 10.3222, 20.6745, 16.594, 0.1755, 0.1307, -0.1986
Si, 1.6816, 28.8751, 13.3956, -0.0745, -0.2168, -0.3797
Si, 1.7624, 1.6164, 11.1054, -0.2276, 0.0992, 0.2212
Si, -6.2947, 25.2909, 18.2098, -0.1631, -0.089, 0.0112
Si, 3.1921, 9.3126, 26.2612, 0.4467, -0.4563, 0.0279
Si, 13.6195, 16.2795, 18.5377, 0.2882, 0.3151, 0.0535
Si, 19.0559, 25.4097, 15.9881, 0.0555, -0.0346, -0.001
Si, 13.2622, 12.8892, 29.3646, 0.4737, 0.1608, 0.8493
Si, 7.0511, 5.1407, 14.2678, 0.1747, 0.1008, -0.3613
Si, -5.5823, 4.8018, 18.4668, -0.1942, 0.2095, -0.0673
Si, -2.0772, 3.3318, 20.0596, -0.0298, 0.143, -0.1518
Si, -6.9974, 21.6817, 16.1547, -0.0576, -0.1952, 0.1617
Si, -17.7304, -1.3122, 30.9358, -0.1898, -0.0726, 0.0263
Si, 16.2592, 13.0397, 23.0169, 0.0354, 0.0934, -0.0528
Si, 5.0621, 16.181, 22.9271, 0.0122, 0.0887, 0.2169
Si, 12.5933, 11.4868, 17.5464, 0.0094, -0.2272, -0.1249
Si, 8.2344, 29.5616, 26.6201, 0.2152, 0.1782, -0.1483
Si, 0.6136, 41.0232, 18.4958, -0.1931, -0.4309, -0.1904
Si, -7.8814, 13.921, 27.5978, -0.1629, 0.2695, 0.2274
Si, -14.1655, 13.2203, 26.926, 0.0279, -0.0662, 0.2365
Si, -12.4697, 8.9924, 24.5294, -0.0088, -0.0661, -0.0161
Si, 3.6667, 7.7553, 21.085, -0.0735, 0.091, -0.235
Si, 7.1945, 29.6302, 18.1357, 0.1861, 0.0286, -0.1393
Si, 9.0105, 16.778, 15.583, 0.0871, 0.0168, -0.2884
Si, 27.5344, 0.9534, 14.3253, -0.2314, 0.138, -0.1587
Si, -0.9139, 25.5739, 12.4207, 0.0358, 0.0184, 0.2577
Si, 1.6545, 13.593, 23.4628, 0.0262, 0.2547, 0.1715
O, -18.9231, 13.146, 18.0437, -0.018, 0.1472, -0.0109
O, 19.2135, 12.7926, 26.2307, -0.0778, -0.0085, -0.1306
O, -19.6874, 18.451, 12.9184, 0.1623, -0.1154, -0.0942
O, -13.5064, 14.9, 30.5, -0.0429, 0.084, -0.4333
O, 0.5421, 25.9799, 24.0442, 0.0272, -0.0795, -0.0002
O, 30.2143, 16.8253, 27.4764, 0.0228, -0.1335, 0.1169
O, -7.1328, 10.6144, 18.7767, 0.075, 0.098, 0.0121
O, -18.98, 12.8864, 11.381, 0.0132, 0.1023, -0.0548
O, 11.7624, -13.19, 19.9499, -0.0069, 0.0362, 0.098
O, 10.4191, 17.3492, 18.8738, -0.0366, -0.1218, 0.1949
O, -2.8225, 7.6522, 17.0677, -0.1, -0.0467, -0.0038
O, 22.9117, 21.9751, 16.8369, -0.0065, 0.0887, 0.0304
O, 18.4767, 23.7689, 21.0962, 0.018, 0.0225, 0.0847
O, 10.7336, 14.2775, 17.6848, 0.1759, 0.152, 0.2028
O, 17.254, -0.7509, 24.2844, -0.041, 0.0032, 0.0302
O, 10.0797, 26.8539, 22.1181, 0.0438, 0.0046, -0.0012
O, 22.5006, 7.4086, 28.4623, -0.0228, -0.0107, -0.1896
O, 17.6916, 38.4012, 16.8, 0.1333, 0.1113, -0.1466
O, 11.9752, -4.7914, 23.5324, 0.0127, 0.0786, -0.0086
O, 8.6143, 7.5152, 27.1608, 0.0125, -0.0452, -0.0905
O, 15.0832, 19.961, 29.5483, 0.1271, 0.0124, 0.0028
O, -4.4026, 13.116, 14.8162, 0.045, 0.0239, 0.0299
O, 21.2997, -17.0019, 27.9395, 0.1155, -0.0672, -0.1862
O, -35.9135, 3.7063, 16.211, 0.1005, -0.1201, 0.0872
O, -19.892, 15.6292, 17.7666, -0.1458, 0.1319, 0.0632
O, -8.709, 8.2312, 22.4612, 0.039, 0.0526, 0.1185
O, 3.3182, 12.5569, 26.7569, -0.0823, -0.4428, -0.2494
O, 19.4269, 21.4444, 21.6881, -0.0019, 0.0232, 0.0165
O, -10.2747, 11.6704, 28.2946, -0.1134, -0.1169, -0.5338
O, 8.2352, 29.3504, 19.3938, 0.0503, -0.0368, 0.1317
O, 32.3869, 16.9085, 23.3855, -0.121, -0.2017, -0.0816
O, 30.1541, 12.8917, 12.0832, -0.0097, 0.0957, 0.0859
O, 12.7382, 3.9707, 17.6517, 0.1699, -0.1068, 0.0509
O, 14.9162, -18.356, 27.6602, 0.0181, 0.2856, 0.0559
O, 20.1375, 12.5957, 17.0913, 0.0103, 0.0618, 0.0395
O, 23.8278, 32.4388, 30.0327, -0.1664, 0.2367, 0.1511
O, 4.7455, 14.5258, 15.8647, 0.1035, -0.0187, 0.1645
O, 27.6745, 22.5114, 14.7668, 0.039, 0.0704, -0.1244
O, 38.9727, -6.6196, 15.7749, 0.0024, -0.1321, -0.0163
O, 7.0683, 46.907, 13.8757, -0.0162, -0.0706, 0.0651
O, 14.6129, 21.9653, 19.82, 0.0325, -0.0976, 0.165
O, 25.6122, 8.4117, 25.1381, -0.0211, 0.0587, -0.0366
O, 12.5787, 3.7025, 23.5441, -0.0361, 0.0539, -0.01
O, -24.2807, -3.1914, 14.9304, -0.0769, 0.0857, -0.0022
O, 18.8327, 8.5738, 19.1626, -0.0596, 0.0563, 0.165
O, 5.9721, 15.1367, 18.1304, 0.041, 0.064, -0.0045
O, 3.1433, 31.1918, 15.4232, -0.0113, 0, 0.0394
O, -13.8368, 38.0305, 12.8743, 0.0896, 0.1419, -0.1106
O, 18.5472, -22.6203, 12.9709, 0.0538, -0.0651, -0.0875
O, 34.1383, 32.8245, 17.4411, 0.1122, -0.2551, 0.1114
O, 20.7238, -0.9714, 28.3482, 0.1602, 0.2301, -0.2974
O, -1.1841, 26.2587, 26.098, 0.1237, 0.0039, -0.0489
O, 24.4239, 10.7333, 16.0915, 0.0126, 0.1114, 0.0531
O, -8.547, -0.6215, 23.2547, 0.0107, -0.1145, 0.0102
O, 16.0947, 37.5807, 12.7381, 0.1746, -0.0936, 0.0827
O, -0.8324, 23.9803, 24.8519, 0.0245, 0.0487, 0.0573
O, 22.4407, 32.2976, 22.6802, -0.0661, 0.0104, -0.0577
O, 6.2699, 22.3907, 12.8165, -0.1243, 0.2434, 0.1831
O, -9.8066, 23.9118, 18.5886, -0.0321, 0.0817, 0.0243
O, 8.9136, 1.4235, 27.2577, -0.0301, -0.0224, 0.0982
O, 10.9495, 25.0169, 17.6921, -0.0847, 0.0622, -0.0011
O, 23.5715, 0.2384, 30.0694, -0.0986, -0.1358, -0.1625
O, 7.0383, 41.8592, 30.0456, -0.0964, 0.1093, -0.277
O, -7.4543, 43.9353, 22.0013, -0.0581, 0.0048, -0.0351
O, -10.1404, 6.1041, 14.3951, 0.2007, -0.2037, 0.0815
O, 25.1632, 41.5571, 24.5564, 0.0204, -0.1387, -0.0745
O, -34.103, 14.5479, 14.3216, -0.1863, -0.0348, -0.1824
O, 2.422, 14.1362, 28.5915, 0.1104, 0.0112, -0.2428
O, 14.2906, 3.7536, 19.8028, -0.1519, -0.1401, -0.1423
O, -17.8518, 31.4767, 19.9536, -0.0368, -0.0118, 0.0133
O, 15.0777, 8.8388, 17.2016, 0.0562, 0.0152, 0.0235
O, 23.37, -8.9361, 27.7655, 0.0806, -0.0854, 0.1749
O, 12.5707, 27.7839, 22.2142, 0.0049, -0.0091, -0.1497
O, 13.9893, 3.6479, 25.7481, 0.1098, -0.0309, 0.0083
O, 4.7674, 14.6135, 22.6254, 0.0309, -0.0941, -0.0623
O, 1.2713, 17.0627, 13.5924, -0.0284, -0.1238, -0.092
O, 18.0015, 25.658, 19.3347, 0.1011, 0.0458, 0.0887
O, -14.4208, 22.147, 13.5648, 0.0471, 0.1103, 0.131
O, 10.5478, 6.9317, 14.9768, -0.0561, -0.0076, 0.056
O, 17.2526, 1.2736, 13.4181, -0.0047, 0.1373, 0.1868
O, 2.5655, 4.1422, 29.1314, -0.0265, -0.116, -0.192
O, 27.8327, 4.3659, 26.7264, 0.0807, -0.0168, -0.0175
O, 4.72, 22.8285, 25.6221, -0.265, 0.0184, -0.004
O, 0.3414, 2.9581, 29.9196, -0.0885, -0.027, -0.2687
O, -11.8987, 18.6513, 25.2965, -0.0061, 0.0232, -0.0387
O, 19.6188, 2.7259, 16.7089, -0.1077, -0.138, 0.3733
O, 18.3215, 8.0626, 24.1419, -0.0364, 0.0046, 0.058
O, -1.1572, 13.0193, 15.4006, -0.0361, 0.0643, 0.1573
O, 18.6275, 10.4704, 25.1947, 0.0646, -0.1314, -0.0615
O, 8.411, -8.5537, 15.1188, -0.1176, 0.0596, 0.0833
O, 4.4632, 1.6293, 30.9926, -0.0105, -0.0272, 0.028
O, 15.0095, 19.5363, 20.9203, 0.0122, -0.0831, -0.0082
O, 7.6876, 2.3358, 25.1378, 0.006, -0.1354, -0.1493
O, -2.2613, -18.2857, 23.8365, 0.0564, 0.095, 0.0224
O, 14.8083, 42.2385, 13.9518, 0.2681, 0.0885, 0.1675
O, 6.1349, 8.2794, 16.7715, 0.0792, -0.0015, 0.0098
O, -5.8083, 4.7661, 15.1985, -0.0719, -0.0897, 0.0925
O, -14.1998, 17.9664, 21.0046, -0.0583, -0.0706, -0.1709

Results
free energy: -222577.198 eV
free energy less fixed offsets of O -568.88, Si -635.61 eV per atom: 8.172 eV

The program warned: the cutoff lies below the one the program advises for these potential files; the exchange-correlation potential is rough where the density is thin.
